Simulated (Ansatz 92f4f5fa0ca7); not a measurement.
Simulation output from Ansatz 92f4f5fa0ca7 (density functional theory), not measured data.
Periodic cell of 226 atoms, Si133O92B1, from a study of silicon, its oxide and their interface. The atomic structure is a simulated model.
Doubt: the cutoff is far below the 930 eV that the study's wrapper takes by default for these files, so forces and energies are approximate.
This geometry differs little from another in the collection (a relaxation step or a small displacement).

Settings
functional: PBE
potential files: Ansatz PAW
basis: plane waves
wave-function cutoff: 580 eV
density cutoff ratio: 5
exchange-correlation grid ratio: 1
k mesh: 1 x 1 x 1, Gamma-centred
self-consistency stop: 5e-08 eV per atom in the density residual
occupations: fixed
spin: none
net charge: -1 e, with a uniform compensating background and no finite-size correction

Cell vectors (angstrom)
a	10.938	0	0
b	0	10.938	0
c	0	0	31.9494

Atoms: element, x, y, z (angstrom)
Si	10.6271	0.0045	24.448
Si	5.0767	0.1266	24.7006
Si	2.8138	2.2974	24.5691
Si	8.5668	2.4328	24.5909
Si	10.7025	5.585	24.3717
Si	5.152	5.6144	24.4797
Si	2.9863	7.951	24.4345
Si	8.4111	7.8294	24.4501
Si	1.2837	1.1335	25.8734
Si	6.8189	1.3292	25.772
Si	3.9801	4.0178	25.7648
Si	9.6831	4.0175	25.8789
Si	1.3383	6.795	25.6947
Si	6.7968	6.7206	25.78
Si	4.0016	9.4602	25.9827
Si	9.4811	9.4435	25.8257
Si	2.637	-0.1314	27.3144
Si	8.1449	-0.0635	27.1845
Si	0.0669	2.6547	27.2513
Si	5.4508	2.7229	27.1414
Si	2.6651	5.4258	27.1495
Si	8.1864	5.3665	27.1595
Si	0.0127	8.1574	27.1574
Si	5.5073	8.1347	27.2201
Si	4.0842	1.3261	28.5312
Si	9.5448	1.3191	28.5699
Si	1.3853	4.0657	28.5928
Si	6.8066	4.0609	28.5569
Si	4.0806	6.7824	28.5527
Si	9.5569	6.7819	28.5035
Si	1.2973	9.4865	28.6559
Si	6.8192	9.5398	28.5889
Si	-0.0157	-0.0134	29.9873
Si	5.4519	-0.0144	29.9342
Si	2.7691	2.7161	29.9365
Si	8.1603	2.6973	29.9314
Si	-0.0187	5.4429	29.9135
Si	5.4512	5.4233	29.9417
Si	2.743	8.1723	29.967
Si	8.2238	8.173	29.9008
Si	1.4223	1.3572	31.3287
Si	6.7709	1.3836	31.3323
Si	4.1325	4.0365	31.3473
Si	9.5443	4.0827	31.2752
Si	1.3556	6.8134	31.294
Si	6.8277	6.8404	31.2647
Si	4.0694	9.6166	31.3395
Si	9.5529	9.5445	31.3085
Si	2.8981	0.1789	0.858
Si	8.1909	0.0129	0.6813
Si	0.0205	2.7552	0.6893
Si	5.3254	2.5921	0.8784
Si	2.738	5.4526	0.6871
Si	8.1854	5.4736	0.684
Si	0.0349	8.2316	0.7216
Si	5.4829	8.235	0.6955
B	4.1008	1.3952	2.0782
Si	9.6019	1.3616	2.0349
Si	1.4111	4.0916	2.0779
Si	6.7918	4.1077	2.0299
Si	4.0947	6.8554	2.0354
Si	9.5799	6.846	2.0663
Si	1.4204	9.6691	2.0444
Si	6.7857	9.6782	2.0672
Si	0.0389	0.0406	3.4636
Si	5.3207	0.2018	3.2791
Si	2.8804	2.6198	3.2345
Si	8.2471	2.7879	3.3353
Si	0.0476	5.4988	3.4557
Si	5.4762	5.521	3.4188
Si	2.7382	8.2539	3.3882
Si	8.2229	8.3066	3.3726
Si	1.4343	1.4807	4.768
Si	6.8605	1.4669	4.6542
Si	4.0456	4.1091	4.6871
Si	9.6066	4.0824	4.7584
Si	1.3682	6.9763	4.8178
Si	6.8414	6.9949	4.7106
Si	4.1129	9.6304	4.7146
Si	9.62	9.5856	4.8217
Si	2.7572	0.0425	6.1011
Si	8.273	0.1351	6.0366
Si	0.0531	2.8009	6.2448
Si	5.5213	2.8516	6.0377
Si	2.7588	5.5744	6.0797
Si	8.2631	5.6019	5.9324
Si	0.0511	8.3101	6.3456
Si	5.4915	8.3333	6.1629
Si	4.4296	1.1886	7.2848
Si	9.8127	1.1662	7.5419
Si	1.1862	4.5091	7.4567
Si	6.6349	4.5589	7.2112
Si	4.3172	6.7252	7.466
Si	9.7425	6.6145	7.4694
Si	1.2785	9.9582	7.6556
Si	6.7201	9.9704	7.3633
O	9.5825	1.2385	23.9948
O	4.1008	6.8001	23.9547
O	4.0058	1.2408	24.0711
O	9.5307	6.6986	23.919
O	-0.014	5.5479	8
O	5.5723	0.1295	7.8803
O	0.0587	0.0992	8.1037
O	5.5323	5.6437	7.834
O	7.5712	4.0117	8.4454
O	8.7402	7.0511	8.7425
O	2.1723	9.4766	9.0167
O	8.8935	1.7153	8.8507
O	7.6097	9.4729	8.6789
O	3.6287	1.8205	8.5806
O	3.5785	7.2437	8.8888
O	2.0786	4.0126	8.7778
O	8.1381	3.4796	23.371
O	0.4443	4.9265	22.9762
O	1.9061	2.7373	23.2574
O	5.8282	4.9025	23.1401
O	5.5219	10.0151	23.5083
O	2.4439	8.6868	23.0369
O	0.1928	10.0741	23.0993
O	7.776	8.5758	23.0989
Si	8.6582	7.7016	18.4502
Si	8.7911	6.3534	13.6199
Si	3.7962	1.5409	14.7135
Si	2.1349	5.7457	17.6321
Si	2.4148	3.1442	19.5101
Si	9.8141	9.0278	12.0611
Si	1.3317	9.4206	22.1006
Si	9.1736	0.9623	13.191
Si	1.4283	5.0534	13.0149
Si	1.7989	8.2534	12.784
Si	6.651	9.5604	22.4487
Si	4.5275	4.6009	15.7003
Si	8.2102	3.0329	9.544
Si	0.8422	8.2487	19.2744
Si	6.9547	1.3496	21.1
Si	8.2245	8.3167	9.6395
Si	10.8946	5.1982	15.6016
Si	7.5689	9.4928	16.312
Si	9.9343	2.0596	20.3056
Si	3.2111	8.5182	9.8701
Si	6.6938	3.3582	17.4178
Si	1.1677	0.2078	19.8167
Si	3.2443	2.8216	12.2706
Si	7.2145	5.4005	19.7034
Si	5.7477	8.6623	11.5206
Si	5.7918	6.0675	13.1851
Si	4.6356	9.71	17.6206
Si	1.0209	3.5968	22.2011
Si	4.8996	1.4865	18.8105
Si	3.205	3.0863	9.4829
Si	6.4507	10.8089	13.7787
Si	10.3512	0.1147	15.9651
Si	5.674	3.652	11.1303
Si	9.8405	3.892	11.888
Si	2.3461	9.9221	15.5257
Si	6.0767	8.1353	19.8111
Si	6.9318	3.9704	22.3985
Si	9.7569	2.775	17.3695
O	7.201	6.3738	13.9642
O	1.8816	7.0581	18.6818
O	10.2996	4.0215	16.515
O	6.1695	9.9596	17.0507
O	10.1492	0.7088	14.466
O	8.4455	6.1223	18.8769
O	5.1703	0.6795	14.419
O	5.7195	2.0636	17.5325
O	8.3478	1.9441	20.5481
O	1.999	4.3012	18.4161
O	6.9769	2.7956	10.6232
O	4.8795	2.7068	12.201
O	6.0268	4.3973	16.3498
O	4.5718	3.9245	9.9242
O	10.6922	2.7732	21.5617
O	9.7262	6.1494	14.9599
O	6.0078	6.4984	19.8519
O	4.0858	0.1761	18.2766
O	9.2611	10.5501	12.2734
O	2.8616	4.3636	12.6905
O	1.9132	10.6998	21.22
O	3.9937	2.7207	19.3985
O	0.7336	10.0419	15.9529
O	1.2772	9.8049	18.8425
O	1.7144	1.6638	19.2863
O	8.9426	10.3807	16.4867
O	4.876	8.592	18.7942
O	9.564	8.7606	10.474
O	6.7413	4.0998	18.8634
O	2.8477	1.7287	13.3865
O	5.8305	8.783	21.2735
O	2.5498	2.4587	10.8516
O	7.608	4.8521	21.1878
O	5.2151	7.472	12.5405
O	0.4338	9.0667	12.4782
O	7.5819	1.0481	13.5749
O	7.1046	9.6243	14.7415
O	8.9819	5.0273	12.6848
O	8.0913	8.0339	16.9185
O	6.2145	2.5735	21.9038
O	2.4568	9.0654	14.0912
O	0.4266	4.4785	11.8624
O	0.8157	8.3189	20.9431
O	9.3927	3.8243	10.3355
O	9.654	2.3819	12.5266
O	7.6223	8.5718	19.3982
O	2.5513	8.1661	11.3369
O	3.9857	3.0558	15.3666
O	0.8535	4.4947	14.4371
O	10.0581	2.9975	18.9599
O	9.1539	7.7984	12.9367
O	10.5142	0.5371	20.0847
O	6.0404	5.035	11.9255
O	8.1543	2.757	17.0242
O	3.5281	5.4753	16.721
O	4.6626	9.1284	10.3735
O	1.5319	6.6757	13.1598
O	4.7675	5.4891	14.3372
O	2.0436	3.8536	20.9372
O	10.5421	1.4015	16.9544
O	0.9393	6.0657	16.5635
O	7.3448	10.9506	21.9389
O	5.9315	0.91	19.9241
O	6.071	10.0185	12.3952
O	2.8445	0.5466	15.5792
O	7.0542	8.0113	10.7584
O	10.2442	8.0187	18.6975
O	3.4508	9.2051	16.5665

Results
free energy: -137022.766 eV
free energy less fixed offsets of B -154.04, O -568.88, Si -635.61 eV per atom: 4.364 eV

Forces (eV/angstrom), in the order of the atoms: element, x, y, z
Si	-0.0218	-0.033	-0.1022
Si	0.0118	-0.025	-0.0771
Si	-0.0135	0.0206	-0.0694
Si	0.0014	0.0219	-0.0916
Si	0.0289	0.0054	-0.1112
Si	0.01	-0.0244	-0.0789
Si	-0.0057	0.0074	-0.124
Si	-0.0042	0.0381	-0.0717
Si	0.0005	0.0083	0.0197
Si	-0.0207	0.0066	0.0374
Si	0.0098	-0.0141	0.0275
Si	-0.0181	0.0068	0.0265
Si	-0.0227	0.0019	0.0456
Si	0.004	-0.002	0.0115
Si	-0.0044	0.0111	0.024
Si	-0.0019	-0.0045	0.03
Si	0.0226	0.0064	0.0038
Si	0.0421	0.0093	-0.0059
Si	-0.0131	-0.0155	0.0033
Si	-0.0248	-0.0154	0.0197
Si	0.0148	0.0242	0.0107
Si	0.014	0.0074	0.0246
Si	0.0089	-0.0001	0.0085
Si	-0.004	-0.0082	0.0091
Si	0.0301	0.0244	-0.0157
Si	-0.0155	-0.0275	-0.0195
Si	0.0439	-0.0055	0.042
Si	-0.0031	-0.0188	0.0015
Si	-0.0108	-0.0444	-0.0232
Si	0.0147	-0.0151	-0.0175
Si	-0.0426	-0.0455	0.0564
Si	0.0071	-0.0097	0.0421
Si	0.0318	-0.0318	-0.0113
Si	-0.0131	-0.0022	0.0118
Si	-0.0089	0.0204	0.0021
Si	-0.0287	0.0307	0.0047
Si	-0.0211	-0.0012	-0.0063
Si	0.0131	-0.0072	0.0031
Si	-0.0353	0.0557	-0.0056
Si	-0.0114	0.0147	-0.0023
Si	0.0043	0.028	0.0097
Si	0.0048	-0.0277	0.0143
Si	-0.0272	-0.0165	0.0014
Si	0.0142	0.004	-0.0033
Si	0.0074	-0.0155	0.0013
Si	-0.0016	0.0106	-0.0019
Si	0.0385	-0.0066	0.0053
Si	-0.0105	0.0075	-0.0044
Si	-0.0425	-0.0178	-0.0204
Si	-0.0145	0.0134	0.0048
Si	0.0077	-0.0227	-0.0009
Si	0.0116	0.0274	-0.0223
Si	0.012	-0.0034	0.0039
Si	0.0013	-0.0044	-0.0076
Si	-0.0038	0.0018	-0.0115
Si	-0.0259	0.0176	-0.0008
B	0.0436	-0.0355	-0.1288
Si	-0.0307	0.0137	0.0148
Si	0.0139	-0.0031	-0.04
Si	0.0133	-0.0365	0.0471
Si	0.0157	-0.0079	0.0127
Si	-0.014	0.0026	-0.0085
Si	0.0373	0.0008	0.0383
Si	0.0354	-0.0192	-0.0201
Si	0.0132	0.0324	0.0075
Si	0.0554	-0.0251	0.0549
Si	-0.0729	0.0671	0.0902
Si	0.0287	0.0022	-0.0833
Si	0.03	0.0101	0.0394
Si	-0.0383	0.0193	-0.0082
Si	0.0025	0.0161	-0.0337
Si	-0.0009	0.0839	-0.02
Si	-0.0106	-0.0657	-0.0148
Si	-0.0349	0.0089	0.0239
Si	0.0603	0.0049	-0.0008
Si	-0.0107	-0.0061	-0.011
Si	-0.0147	-0.0064	-0.0262
Si	-0.0261	-0.0462	0.0034
Si	-0.0532	0.0123	0.0112
Si	0.002	-0.0141	-0.0335
Si	0.0491	0.0338	-0.053
Si	-0.0233	-0.0166	-0.0567
Si	0.0097	0.0191	-0.0409
Si	-0.0479	-0.0487	-0.0529
Si	-0.0002	-0.01	-0.0425
Si	-0.0081	0.0054	0.0015
Si	0.0096	0.0125	-0.0139
Si	0.0258	0.0076	-0.0576
Si	-0.0166	0.0081	0.0661
Si	-0.0046	0.0145	0.1581
Si	0.0211	-0.0158	0.1462
Si	0.0596	0.0211	0.0888
Si	-0.0188	-0.023	0.1407
Si	-0.0497	0.0096	0.1025
Si	0.0078	-0.0339	0.1132
Si	0.0019	0.0367	0.1477
O	0.0147	0.0007	0.0146
O	0.0004	0.018	0.0171
O	-0.0007	0.0033	0.0101
O	-0.0033	-0.0011	0.0122
O	0.0058	-0.021	-0.0558
O	0.028	-0.0239	-0.0074
O	-0.0334	0.0184	-0.0382
O	-0.0282	0.0286	-0.018
O	-0.0269	0.0162	-0.0504
O	0.0437	-0.0364	-0.0509
O	-0.0545	0.0426	-0.0587
O	0.0584	-0.0603	-0.0625
O	-0.0438	0.0382	-0.0749
O	0.0208	-0.0408	-0.042
O	0.0381	-0.0494	-0.0785
O	-0.0629	0.0457	-0.0552
O	0.0311	-0.0295	0.0362
O	-0.0408	0.0496	0.0528
O	0.0378	-0.0295	0.0472
O	-0.0474	0.0485	0.0448
O	-0.0338	0.0256	0.0346
O	0.0418	-0.0387	0.0605
O	-0.0408	0.0442	0.0636
O	0.0423	-0.052	0.0364
Si	0.0007	-0.0018	0.0244
Si	0.0015	-0.0012	-0.0375
Si	0.0028	-0.0004	-0.0209
Si	0.0084	0.0027	0.0148
Si	0.0133	-0.0048	0.0221
Si	-0.0016	0.0006	-0.033
Si	0.0015	0.0011	-0.0396
Si	-0.0027	-0.0022	-0.0409
Si	-0.0036	-0.0016	-0.0472
Si	-0.0088	-0.0044	-0.0269
Si	-0.017	0.0171	-0.0113
Si	-0.0029	-0.0085	-0.0099
Si	-0.021	0.0438	0.0299
Si	-0.0003	-0.0128	0.0139
Si	-0.0055	-0.0019	0.0315
Si	0.007	0.0009	0.0328
Si	0.0017	-0.0014	-0.0057
Si	0.002	0.0082	-0.0013
Si	-0.0034	-0.0036	0.0246
Si	0.0212	0.0144	0.0487
Si	-0.0021	-0.0054	0.0083
Si	-0.0044	0.0027	0.0309
Si	0.0059	0.005	-0.0389
Si	-0.0022	0.0091	0.0221
Si	-0.0012	0.003	-0.0328
Si	-0.0003	0.0009	-0.0346
Si	0.0001	0.0056	0.0101
Si	0.0002	-0.0258	-0.0357
Si	-0.0044	0.0015	0.0233
Si	0.0308	-0.0037	0.0192
Si	0.0056	0.0051	-0.0271
Si	0	-0.0063	-0.0003
Si	-0.0042	0.006	-0.0408
Si	0.0115	0.0066	-0.026
Si	0.0015	0.0072	-0.0034
Si	0.0017	-0.0102	0.0243
Si	0.012	-0.0191	-0.0151
Si	-0.0025	-0.0021	0.0039
O	-0.0022	0.0002	0.017
O	-0.0061	0.0113	-0.0137
O	-0.0003	-0.0025	0.0008
O	-0.0063	0.0029	-0.0006
O	-0.0025	0.004	0.0064
O	-0.004	-0.0059	-0.0177
O	0.0026	-0.0013	0.0124
O	-0.0043	-0.0033	-0.0029
O	-0.0103	-0.0046	-0.0227
O	-0.0038	-0.0175	-0.0064
O	0.0286	-0.0026	0.0097
O	0.0044	0.0056	0.021
O	0.0017	-0.0014	0.003
O	-0.0191	-0.0003	0.0113
O	0.0184	0.0175	-0.0007
O	-0.0049	0.0022	0.006
O	-0.0001	-0.0001	-0.0241
O	0.0008	0.0034	-0.0129
O	0.001	-0.0138	0.0237
O	0.0056	-0.007	0.0301
O	0.0001	-0.0185	0.0028
O	-0.0058	0.0024	-0.023
O	-0.0005	-0.0011	0.0038
O	-0.0001	0.0017	-0.008
O	-0.0032	-0.002	-0.0212
O	0.0019	0.0014	-0.0022
O	0.0075	-0.0066	-0.0071
O	-0.0198	-0.007	-0.0043
O	0.0029	0.0096	-0.0069
O	-0.0004	0.0041	0.0127
O	0.0127	0.0195	0.014
O	-0.0007	0.0075	-0.0063
O	-0.0077	-0.021	0.0115
O	0.0007	0.0107	0.0176
O	-0.0017	0	0.0241
O	0.0017	0.0014	0.0206
O	-0.0004	0.0015	0.0066
O	0.0024	-0.0113	0.0186
O	0.0052	-0.0078	0.0035
O	0.003	0.0211	-0.0142
O	0.0014	-0.0053	0.0061
O	-0.009	-0.0051	0.0264
O	0.007	0.0167	0.0132
O	-0.0215	-0.016	-0.0091
O	0.0008	0.0116	0.0212
O	-0.0111	0.0007	-0.0193
O	0.0213	0.0054	-0.0251
O	0.0003	0.0006	0.0063
O	0.0027	0.0038	0.01
O	0.0018	-0.008	-0.0002
O	0.0023	0.0097	0.0181
O	-0.0021	0.005	-0.0229
O	0.0021	-0.0147	0.0186
O	0.003	-0.0004	-0.0035
O	-0.0015	0.0019	-0.0024
O	-0.0226	-0.0056	0.007
O	0.004	0.0068	0.0258
O	0.0019	0.0039	0.0118
O	-0.0205	0.0057	0.013
O	-0.0013	0.006	-0.0034
O	-0.0002	-0.0021	-0.0035
O	0	-0.0216	-0.0158
O	0.0216	0.0021	-0.0064
O	-0.0052	-0.0158	0.0126
O	0.0012	0.0003	0.0021
O	0.0275	0.0044	-0.0015
O	0.0085	0.0033	-0.0164
O	0.0012	-0.0042	0.0036

The program warned: the cutoff lies below the one the program advises for these potential files; the exchange-correlation potential is rough where the density is thin.
